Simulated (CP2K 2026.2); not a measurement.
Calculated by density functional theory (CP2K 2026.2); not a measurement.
Periodic cell of 1141 atoms, Si864O277, from a study of silicon, its oxide and their interface. The atomic structure is a simulated model.
Doubt: the forces sum to 3.09 eV/angstrom along one axis rather than to zero, so they err by at least 0.0027 eV/angstrom per atom on average; the grid cutoff is modest.

Settings
functional: PBE
method: Gaussian and plane waves
basis set: DZVP-MOLOPT-SR-GTH
pseudopotentials: GTH-PBE
grid cutoff: 350 Ry, relative cutoff 50 Ry
k points: Gamma only
occupations: fixed
spin: none
net charge: 0

Cell vectors (angstrom)
a 32.64 0 0
b 0 16.32 0
c -0.905 5.2315 39.0695

Atoms and the computed forces on them: element, x, y, z (angstrom), force x, y, z (eV/angstrom)
Si 30.7329 15.5326 1.2699 0.0095 -0.0087 0.0434
Si 0.8635 1.8657 1.4522 -0.2407 0.1025 0.5364
Si 31.826 3.5806 1.5523 0.0048 -0.1144 -0.0362
Si 1.4454 6.4848 1.2817 0.2945 -0.2675 0.4016
Si 30.6227 9.9636 1.456 -0.0319 0.1045 -0.0467
Si 32.4191 10.8741 2.6231 -0.2001 -0.3457 0.4007
Si 4.8714 14.2972 1.3689 0.1191 -0.0686 -0.013
Si 7.2042 1.9254 0.5027 0.042 -0.0703 0.1525
Si 5.2768 6.023 0.4419 -0.0428 0.1037 -0.0516
Si 8.3385 8.4107 0.2312 0.5146 0.4226 -0.2508
Si 3.9298 9.7707 1.8017 -0.2715 -0.0325 0.5975
Si 6.4817 12.4629 1.6346 -0.2452 0.2924 0.3192
Si 10.3463 15.1042 0.8055 0.1099 0.3596 0.461
Si 13.8176 2.8532 2.9549 -0.3529 -0.3598 0.1258
Si 11.2366 5.2847 0.3398 -0.5824 0.0529 0.5809
Si 12.0265 13.126 39.0177 0.1272 0.1237 0.0525
Si 9.3996 14.9237 38.9388 -0.6339 -0.3642 0.233
Si 8.1792 15.8675 36.2799 -0.0615 -0.0865 0.0748
Si 16.1652 20.6348 37.8898 -0.0388 0.1229 -0.0164
Si 18.1234 1.7617 1.4374 0.3862 0.4543 0.3375
Si 17.4171 7.1759 37.6304 -0.0609 0.0699 -0.0311
Si 17.4056 6.9303 0.7318 -0.0125 0.045 0.1463
Si 16.2786 9.8066 0.6281 -0.0244 0.1634 0.6
Si 14.9975 15.4571 1.2767 0.2341 0.0332 0.5846
Si 24.5182 6.3159 36.6657 -0.0681 -0.0364 0.1213
Si 23.2511 1.1621 1.1517 0.5057 -0.3223 0.2835
Si 20.173 15.6939 1.3015 0.4332 0.1628 0.4849
Si 22.5433 7.35 0.6443 -0.0307 -0.0129 0.1632
Si 20.7961 9.7991 1.1804 -0.5133 0.3924 -0.3855
Si 22.8753 18.6201 38.96 0.0144 0.0756 -0.0474
Si 25.102 16.0463 0.1942 -0.6124 0.3245 0.3146
Si 29.0985 0.9965 1.3708 -0.0267 -0.0804 0.0065
Si 26.3836 4.2983 0.8684 0.2955 0.2682 0.5706
Si 27.5165 5.3839 2.5992 -0.0604 -0.0361 -0.0515
Si 26.0817 11.9031 38.144 0.088 -0.0837 -0.0189
Si 29.1882 11.8658 1.2302 0.3956 -0.1356 0.555
Si 32.5477 16.3617 2.5904 -0.0241 -0.0137 -0.0578
Si 2.6592 2.81 2.6084 -0.2374 -0.3017 0.3457
Si 0.0797 5.3524 2.8021 -0.0302 0.0792 0.0335
Si 2.5634 8.1153 2.6869 0.0082 -0.0016 -0.0072
Si 2.0779 12.0938 0.9701 0.3302 0.293 0.471
Si 2.9426 13.591 2.5471 -0.059 0.013 -0.0327
Si 5.6455 16.2391 2.5001 -0.3655 -0.2921 0.3246
Si 8.7153 3.2728 2.8206 0.131 0.1926 0.5345
Si 5.9247 6.1009 2.7481 0.0516 0.0261 0.0236
Si 7.6088 7.836 3.079 -0.1799 -0.4208 0.4681
Si 5.4068 10.9744 3.0813 0.0367 -0.0042 0.0612
Si 9.5723 12.2225 4.0013 0.0304 0.0209 -0.0333
Si 11.1264 16.4478 2.6201 -0.0618 -0.0027 -0.0329
Si 12.8147 1.3273 1.4866 -0.2276 0.3861 0.2043
Si 10.4097 5.0165 2.6376 0.0325 0.0081 -0.094
Si 14.0604 8.5973 2.865 0.1083 0.0763 0.5499
Si 11.1696 11.1478 2.6052 -0.1931 -0.2668 0.66
Si 13.4719 13.3221 2.801 0.1215 0.1961 0.5806
Si 16.1735 16.3843 3.0281 -0.2172 -0.483 0.1889
Si 19.319 3.0655 2.9036 -0.3214 -0.4279 0.1238
Si 16.0135 5.0978 2.7958 0.1726 0.2779 0.7273
Si 19.1437 8.1132 3.0645 -0.2807 -0.0465 0.598
Si 15.8268 10.2378 2.8846 0.0189 0.0014 -0.0399
Si 19.0268 13.2673 2.7591 -0.0937 0.0904 0.7157
Si 21.8267 16.4305 2.7297 0.0369 -0.0173 -0.0138
Si 24.3453 2.7314 2.523 -0.1716 -0.3439 0.3245
Si 21.4318 5.2928 2.8644 0.1574 -0.0124 0.674
Si 24.7191 8.4116 2.6441 -0.1257 -0.1739 0.7005
Si 22.2593 11.3114 3.1331 0.0872 0.1158 0.4728
Si 23.87 13.0504 3.0461 -0.1418 -0.1079 0.6848
Si 27.1988 16.4158 2.5122 0.4029 0.3037 0.374
Si 30.0835 2.6039 2.7808 -0.0125 0.0026 0.0564
Si 28.9242 6.853 1.4065 -0.1101 -0.0659 0.591
Si 29.8187 8.3331 2.8817 -0.005 -0.0328 0.0694
Si 26.8817 10.6631 2.7421 0.1695 0.1371 0.6266
Si 29.8746 13.686 2.5772 0.049 0.0664 -0.038
Si 31.3432 1.2807 4.1908 0.0119 -0.0252 -0.0254
Si 1.4505 4.0816 4.191 -0.0219 -0.0731 -0.017
Si 31.2928 6.8346 4.0311 -0.0095 -0.0132 -0.0641
Si 1.2196 9.5396 4.0099 -0.0306 -0.0047 -0.07
Si 31.2684 12.3897 4.0151 -0.0353 -0.0806 -0.0758
Si 1.4142 14.9694 3.806 0.0182 -0.0063 -0.0082
Si 4.1594 1.3651 3.7795 0.0527 0.0098 -0.0279
Si 6.8714 4.2447 3.9593 -0.0067 0.0212 -0.0371
Si 4.0888 6.9048 4.0562 0.025 -0.06 -0.0296
Si 6.7022 9.5371 4.363 0.0066 0.0206 0.0442
Si 4.0318 12.3746 4.2466 -0.0128 0.0865 0.0036
Si 6.9583 15.0395 4.0464 -0.0273 -0.0065 -0.105
Si 9.6472 1.4246 3.9982 -0.055 -0.0276 -0.0324
Si 12.1501 4.102 4.0388 0.0035 -0.0033 0.0182
Si 9.459 6.7313 4.0295 0.0236 0.011 -0.0444
Si 12.244 9.5414 4.0101 -0.0175 0.0439 -0.0788
Si 8.2299 13.5891 2.6564 -0.2032 -0.2141 0.5204
Si 12.2627 14.9465 4.0606 0.0429 0.0095 -0.0108
Si 14.8691 1.3553 4.4273 -0.0085 0.023 0
Si 17.6487 4.0832 4.1846 -0.0584 0.025 -0.0261
Si 14.9307 6.7667 4.0795 0.0273 0.0138 -0.0275
Si 17.577 9.4023 4.208 0.0145 0.0166 -0.0044
Si 14.9641 12.0896 4.0918 -0.0111 0.0093 0.0035
Si 17.6643 14.8355 4.0287 0.023 0.0133 -0.0427
Si 20.4836 1.4373 4.1471 -0.0099 -0.0373 -0.0172
Si 23.0767 4.0518 4.0192 -0.0082 0.0424 -0.0608
Si 20.3564 6.6839 4.3818 0.0419 -0.0098 0.0193
Si 23.2219 9.4703 4.1816 0.0149 -0.0627 0.0064
Si 20.4316 12.2082 4.2871 -0.0114 -0.0281 -0.0094
Si 23.0102 14.943 4.1215 0.0509 0.016 0.0063
Si 25.8489 1.4566 3.9092 -0.0344 -0.0332 -0.0477
Si 28.6821 4.0049 4.049 0.0055 -0.0161 0.0051
Si 25.951 6.7569 3.8708 0.0263 0.0346 -0.0497
Si 28.4232 9.5938 4.1968 -0.0036 0.0197 -0.0223
Si 25.7527 12.1864 4.1299 -0.0253 -0.031 -0.0397
Si 28.4235 14.9337 3.9511 -0.0419 0.004 -0.0649
Si 29.8498 16.2502 5.3835 0.0052 0.0241 -0.0266
Si 0.0554 2.6968 5.4819 -0.0032 0.0135 0.0382
Si 29.9678 5.4358 5.4021 0.0044 0.013 0.0254
Si -0.031 8.175 5.4432 0.0066 0.0351 0.0209
Si 29.8953 10.9905 5.3958 -0.0149 -0.0072 -0.0059
Si 0.0611 13.676 5.3324 0.0467 0.0271 -0.021
Si 2.7685 16.354 5.2188 -0.0364 0.0234 -0.0021
Si 5.4819 2.7676 5.2155 0.0013 -0.0624 0.0116
Si 2.8109 5.4848 5.4493 -0.0079 0.0445 -0.0059
Si 5.2963 8.209 5.6134 -0.0337 -0.0612 -0.0087
Si 2.6201 10.9063 5.4187 0.0191 -0.06 -0.0172
Si 5.5214 13.7201 5.4396 -0.0515 -0.0044 -0.006
Si 8.2602 16.4123 5.3935 -0.0029 0.0263 0.0223
Si 10.9346 2.7009 5.4805 0.0001 0.0102 -0.0093
Si 8.1497 5.459 5.5096 0.0026 0.0205 -0.0047
Si 10.8616 8.143 5.3283 0.0134 0.0069 -0.027
Si 8.2254 10.9074 5.4543 0.0015 0.0563 0.0017
Si 10.8663 13.6073 5.4196 0.0196 -0.0374 -0.008
Si 13.5019 16.2439 5.5929 -0.0021 -0.0535 -0.0121
Si 16.3466 2.7118 5.5914 0.0571 0.0356 0.0537
Si 13.5087 5.4657 5.4192 0.0152 -0.0028 -0.0014
Si 16.2817 8.0256 5.5638 0.0374 -0.0011 -0.008
Si 13.547 10.8509 5.4963 0.0084 -0.035 0.0007
Si 16.3092 13.5139 5.4355 0.0017 0.0531 -0.0207
Si 19.053 16.2781 5.3787 0.0198 -0.0376 0.0027
Si 21.809 2.7468 5.5268 -0.0177 0.0069 0.042
Si 18.936 5.3867 5.6536 -0.0225 -0.0054 0.0187
Si 21.8066 8.1298 5.5142 -0.013 -0.0145 -0.0007
Si 18.9928 10.8085 5.5084 -0.015 -0.0099 -0.0421
Si 21.7061 13.6535 5.6025 0.0145 -0.0132 -0.0209
Si 24.4996 16.3475 5.3237 -0.0162 0.0209 -0.0266
Si 27.2176 2.7174 5.3697 0.0034 -0.0196 0.0129
Si 24.5221 5.4428 5.2883 -0.0017 0.0014 -0.0048
Si 27.1572 8.0941 5.4574 -0.0533 0.031 -0.0455
Si 24.5267 10.8103 5.5889 -0.046 0.0058 -0.0158
Si 27.1501 13.5915 5.3985 0.0139 -0.0055 -0.0178
Si 31.2848 14.9598 6.7324 0.0024 -0.0097 -0.0066
Si 1.445 1.3242 6.7407 0.0033 -0.033 -0.0101
Si 31.3128 4.0843 6.786 -0.0102 -0.0002 0.0013
Si 1.3867 6.8322 6.7782 -0.0246 0.0127 -0.0073
Si 31.2368 9.5688 6.7564 0.008 0.0111 -0.0241
Si 1.3151 12.2904 6.7694 -0.0138 0.0123 0.0133
Si 4.0953 15.0579 6.721 0.0131 0.0269 0.0016
Si 6.8196 1.4411 6.6848 -0.0164 0.0021 0.019
Si 4.1564 4.0645 6.7288 0.0045 -0.0138 -0.0104
Si 6.7656 6.8256 6.8423 -0.0081 -0.0261 -0.0058
Si 3.9556 9.5995 6.8732 -0.0021 0.0135 0.0311
Si 6.835 12.2882 6.7771 -0.0272 -0.0008 -0.0069
Si 9.5326 14.9953 6.7853 0.0224 -0.0105 -0.0218
Si 12.2042 1.3461 6.9074 0.0053 0.0013 0.0057
Si 9.5226 4.0668 6.8129 -0.0086 -0.0148 -0.011
Si 12.1924 6.8289 6.7873 -0.0025 0.0142 0.003
Si 9.5537 9.506 6.7722 0.0041 -0.0107 0.01
Si 12.2165 12.255 6.8196 -0.0047 0.029 -0.0041
Si 14.9555 14.8823 6.828 0.0177 -0.0092 0.0175
Si 17.7216 1.2998 6.835 0.0244 -0.0221 0.0012
Si 14.913 4.1173 6.8178 -0.0311 -0.0267 -0.0196
Si 17.6343 6.7702 6.985 -0.0212 -0.019 0.0099
Si 14.9165 9.4713 6.8379 -0.0076 -0.008 -0.0251
Si 17.6656 12.208 6.8482 0.0156 -0.0234 -0.0122
Si 20.351 15.0074 6.892 -0.0031 0.0426 0.0109
Si 23.1761 1.344 6.7981 0.0301 0.0012 -0.0294
Si 20.3961 4.0367 6.8931 -0.0072 -0.0002 0.0003
Si 23.1929 6.7507 6.7864 -0.0009 0.0135 0.0067
Si 20.3983 9.4746 6.8475 0.0027 0.0291 -0.0149
Si 23.1204 12.2299 6.8495 0.0087 -0.0106 0.0465
Si 25.8198 14.9817 6.7455 -0.0341 0.0169 0.0086
Si 28.5446 1.3374 6.7487 0.0076 0.0267 0.0043
Si 25.8531 4.0916 6.7198 0.017 0.0068 -0.018
Si 28.5779 6.7686 6.7766 0.0174 0.0006 -0.0057
Si 25.8685 9.4453 6.8957 0.0332 0.0015 0.0182
Si 28.5364 12.2825 6.7918 0.0353 -0.0121 0.0108
Si 0.0215 16.3204 8.0914 -0.0133 0.0234 0.0002
Si 2.7708 2.7215 8.0983 0.0021 0.0011 0.0198
Si 0.0266 5.456 8.1334 0.0008 0.0048 0.0035
Si 2.6623 8.1904 8.2076 0.0059 -0.0041 0.0076
Si -0.0373 10.9184 8.1336 0.0002 -0.0139 -0.0049
Si 2.7341 13.6536 8.0828 0.0054 -0.0244 -0.0084
Si 5.4526 16.4047 8.0877 -0.0078 0.0278 -0.0027
Si 8.1425 2.7313 8.1513 -0.0246 -0.0032 0.013
Si 5.4425 5.4222 8.1671 0.012 -0.0047 0.0015
Si 8.1545 8.1921 8.1514 -0.0003 0.0095 0.0113
Si 5.4283 10.9422 8.1307 -0.0057 -0.001 0.0134
Si 8.1626 13.6442 8.1517 -0.0028 0.0096 -0.005
Si 10.8426 16.3114 8.223 -0.0131 0 0.0113
Si 13.5974 2.7268 8.1942 0.0124 0.0101 -0.0041
Si 10.8604 5.4536 8.158 0.0139 0.0123 0.0155
Si 13.5501 8.1456 8.1975 0.0073 -0.0078 -0.0046
Si 10.8694 10.877 8.165 0.0082 -0.0178 -0.0024
Si 13.5862 13.5703 8.2026 0.0031 -0.0169 0.0193
Si 16.3209 16.2749 8.1688 -0.0132 -0.0174 -0.0059
Si 19.057 2.6556 8.2271 0.0096 -0.018 -0.0056
Si 16.2495 5.4097 8.2625 0.0001 0 0.0019
Si 19.0531 8.1419 8.2415 -0.0136 0.018 -0.0006
Si 16.2939 10.8422 8.185 -0.0133 0.0137 0.008
Si 19.0086 13.5928 8.2063 -0.0029 0.0008 -0.0038
Si 21.7833 16.3418 8.186 0.0006 -0.0146 0.0048
Si 24.5246 2.7266 8.1335 -0.0237 0.0027 -0.006
Si 21.794 5.4274 8.1716 0.0089 -0.0051 -0.005
Si 24.4909 8.1026 8.2119 -0.0342 0.0108 0.0204
Si 21.745 10.8668 8.1914 0.023 -0.0003 -0.0118
Si 24.495 13.6132 8.1554 -0.0057 -0.0056 -0.0003
Si 27.1917 16.3176 8.1282 0.0195 -0.0058 0.0057
Si 29.9212 2.7107 8.1065 0.0061 -0.0131 0.0072
Si 27.2113 5.4155 8.1307 -0.0215 0.0153 -0.0073
Si 29.9155 8.1737 8.1255 -0.0238 0.0132 0.0083
Si 27.234 10.8716 8.1682 0.0055 -0.0099 0.0111
Si 29.9333 13.6176 8.1345 0.0083 -0.0207 -0.0003
Si 31.2863 17.6788 20.4242 0.0178 -0.0139 0.0001
Si 1.3576 4.1196 20.4619 -0.017 0.0056 0.0119
Si 31.2987 6.8131 20.4511 -0.0131 -0.0023 0.0134
Si 1.3761 9.541 20.4221 0.0149 -0.0029 0.0083
Si 31.303 12.2578 20.4084 -0.0006 -0.0036 0.0043
Si 1.3677 14.9885 20.4455 0.0025 -0.0138 -0.007
Si 4.0471 17.7257 20.4445 -0.0041 0.0151 -0.0002
Si 6.7696 4.1187 20.427 0.0012 -0.0035 -0.0038
Si 4.0762 6.8248 20.433 0.0179 -0.0116 -0.0007
Si 6.7665 9.5652 20.416 0.0092 -0.0048 -0.0053
Si 4.0715 12.2764 20.4514 0.0007 -0.008 -0.0033
Si 6.7706 14.9971 20.4264 -0.0035 -0.0042 0.0063
Si 9.4772 17.6903 20.3952 0.0136 -0.0065 -0.0047
Si 12.2227 4.0902 20.3382 -0.008 0.0011 -0.0064
Si 9.4772 6.8498 20.3754 -0.0138 0.007 -0.0128
Si 12.2123 9.5342 20.3493 0.0054 0.0025 -0.0116
Si 9.4905 12.2716 20.3888 0 -0.0125 0.0022
Si 12.2047 14.9663 20.3632 -0.007 0.0139 -0.0077
Si 14.9585 17.6523 20.3431 0.0192 -0.0092 -0.0044
Si 17.689 4.0398 20.3569 0.0037 -0.0032 0.0029
Si 14.9565 6.7755 20.3161 0.0109 0.0011 -0.0033
Si 17.6951 9.4984 20.3578 -0.0141 0.0156 0.0055
Si 14.9546 12.2266 20.3565 -0.0054 0.0032 -0.0005
Si 17.6857 14.9124 20.3495 0.0119 0.0006 -0.0101
Si 20.4125 17.63 20.3774 0.004 -0.01 -0.0015
Si 23.1471 4.0572 20.3922 -0.0004 0.0091 0.0021
Si 20.4267 6.783 20.3789 0.0097 -0.0052 -0.0005
Si 23.1202 9.4942 20.3922 -0.0131 0.0134 0.0065
Si 20.4155 12.2172 20.3617 -0.0148 0.0069 -0.0078
Si 23.1279 14.9192 20.4017 0.0036 -0.0048 -0.0013
Si 25.844 17.6703 20.4018 -0.0164 0.0188 0.0025
Si 28.5695 4.0604 20.4024 0.0103 -0.006 0.0062
Si 25.8484 6.7543 20.3886 0.0144 -0.0116 0.0052
Si 28.5775 9.5106 20.4152 -0.0043 -0.0011 0.0057
Si 25.8458 12.2118 20.4321 0.0034 -0.0081 0.0124
Si 28.5604 14.9718 20.4147 -0.0158 0.0125 -0.0009
Si 29.9178 16.3277 21.7887 0.0084 0.0003 -0.0017
Si -0.0128 19.0514 21.793 -0.0208 -0.0137 -0.0114
Si 29.9175 5.4191 21.7725 0.0076 0.0084 -0.005
Si 0.0544 8.1735 21.8049 -0.006 -0.0009 -0.0082
Si 29.952 10.8878 21.7556 -0.0052 0.0006 -0.015
Si 0.0046 13.6213 21.7945 0.0055 0.0146 -0.01
Si 2.7111 16.3592 21.8279 -0.0095 -0.0066 -0.0015
Si 5.3942 19.1034 21.8059 0.0121 -0.0014 -0.0033
Si 2.7354 5.4827 21.8315 -0.0036 0.0023 0.0042
Si 5.4141 8.2109 21.7902 0.0032 0.0168 -0.0109
Si 2.7145 10.9035 21.8081 -0.0048 0.0118 -0.0112
Si 5.4241 13.6537 21.817 0.0004 -0.0008 0.0013
Si 8.1169 16.3592 21.7973 -0.0034 0.0278 0.0013
Si 10.8537 19.0742 21.6972 0.0072 0.0018 0.0006
Si 8.1192 5.5202 21.7597 -0.0039 0.0124 0.0095
Si 10.8336 8.2187 21.7202 -0.0127 0.0058 0.0051
Si 8.1286 10.9351 21.7637 -0.0208 0.0107 -0.0037
Si 10.84 13.6385 21.7447 0.0189 0.0109 0.0046
Si 13.5893 16.3076 21.6969 -0.0014 0.0036 0.0052
Si 16.3419 18.9717 21.704 0.0026 -0.0035 0.0054
Si 13.6102 5.4239 21.6791 0.0134 0.0008 0.0018
Si 16.3061 8.1305 21.669 0.0009 -0.0179 -0.0025
Si 13.5788 10.8788 21.7028 -0.0108 -0.0101 0.0084
Si 16.3412 13.5518 21.716 0.0057 -0.0021 0.0168
Si 19.053 16.2398 21.7175 0.0032 -0.0034 -0.0086
Si 21.7889 18.9876 21.718 -0.0013 -0.0175 -0.01
Si 19.0578 5.4044 21.6961 -0.0042 0.0042 -0.0145
Si 21.7806 8.1314 21.7695 -0.0256 0.0012 -0.0058
Si 19.0827 10.8401 21.7133 0.015 -0.0025 0.0158
Si 21.7528 13.5576 21.7572 -0.0049 0.0035 -0.0051
Si 24.4889 16.2873 21.7479 -0.0005 -0.0009 -0.0062
Si 27.1968 19.0347 21.7684 0.0026 -0.0142 -0.0057
Si 24.4985 5.4082 21.7821 0.004 -0.0056 0.0042
Si 27.2183 8.1003 21.7349 0.0003 0.0132 -0.0086
Si 24.458 10.8413 21.7774 0.0017 -0.0011 0.0158
Si 27.2089 13.6001 21.7714 0.0066 0.002 -0.0056
Si 31.2855 14.9828 23.1565 -0.0167 -0.0143 0.0043
Si 1.3473 17.7322 23.1828 0.0006 0.0024 -0.0003
Si 31.258 4.0708 23.1579 -0.0192 0.0003 -0.0031
Si 1.4149 6.8466 23.2251 0.0081 0.0297 0.0373
Si 31.3081 9.5312 23.1199 0.0093 0.0378 -0.0115
Si 1.3605 12.2699 23.1666 -0.0036 -0.0126 -0.0045
Si 4.0825 15.0192 23.2069 0.0064 0.0024 0.0102
Si 6.7373 17.7353 23.1535 -0.0093 -0.0081 -0.0011
Si 4.0909 4.1542 23.2342 0.0005 -0.0003 0.0221
Si 6.7872 6.8979 23.1653 0.0204 -0.0133 0.0046
Si 4.0631 9.5473 23.1859 0.0038 -0.0188 0.0015
Si 6.7922 12.2879 23.1643 0.0408 0.0053 -0.0113
Si 9.4845 14.9894 23.1428 -0.0018 -0.0249 0.0258
Si 12.2356 17.7111 23.0175 0.0053 -0.0161 -0.0206
Si 9.5131 4.1463 23.0468 0.0175 -0.0143 -0.0082
Si 12.2416 6.8306 22.9737 -0.0067 -0.0061 -0.0024
Si 9.4903 9.5936 23.1213 0.0257 -0.0062 0.0088
Si 12.2149 12.252 23.0516 -0.014 0.0091 -0.0142
Si 14.9467 14.9132 23.0296 -0.0093 0.0167 0.0035
Si 17.6908 17.5745 23.0666 -0.0176 -0.0013 -0.0052
Si 14.9762 4.0303 23.0161 -0.0124 0.0047 -0.0115
Si 17.6808 6.7792 23.0089 -0.0207 -0.0087 -0.0093
Si 14.9444 9.4873 23.0204 0.0362 0.0052 -0.0047
Si 17.7165 12.172 23.0663 -0.0022 0.0126 -0.0085
Si 20.3869 14.8997 23.1299 0.011 0.0053 0.0136
Si 23.1139 17.6174 23.108 0.0008 -0.0038 -0.0031
Si 20.4142 4.0234 23.0356 -0.009 0.0265 -0.0003
Si 23.1363 6.7705 23.1411 0.008 -0.0044 -0.0023
Si 20.4219 9.5005 23.1261 0.0006 -0.0024 -0.0063
Si 23.0784 12.2001 23.1461 0.003 -0.0047 0.0112
Si 25.8267 14.9383 23.1349 -0.0024 0.0017 0.0016
Si 28.5439 17.6856 23.1397 -0.0017 0.0073 0.0156
Si 25.8435 4.0414 23.1664 -0.01 0.0295 -0.0072
Si 28.5386 6.7403 23.1392 -0.0034 -0.0257 -0.0037
Si 25.8385 9.432 23.0689 0.0224 -0.0218 -0.0131
Si 28.6214 12.2745 23.1071 0.006 0.0099 0.0009
Si -0.0613 16.4002 24.5232 -0.0268 0.0015 0.0131
Si 2.7285 19.0662 24.5665 0.0057 0.0172 0.0014
Si 0.0448 5.3966 24.4798 -0.0136 -0.0249 -0.0202
Si 2.7396 8.2498 24.6602 -0.0009 -0.0166 -0.0056
Si -0.0189 10.9152 24.5184 0.0002 0.0052 0.0028
Si 2.701 13.646 24.5363 -0.0148 0.0056 0.0195
Si 5.4312 16.3898 24.6087 0.0071 0.0006 -0.0066
Si 8.0989 19.1827 24.3991 -0.0191 0.0189 0.0021
Si 5.4269 5.6053 24.5895 -0.0184 0.0093 -0.0202
Si 8.1653 8.2546 24.529 -0.049 0.0025 0.0439
Si 5.4399 10.9127 24.5081 -0.0149 0.0154 -0.0019
Si 8.1325 13.6439 24.5611 -0.0177 0.0255 0.0092
Si 10.8949 16.3951 24.3979 0.0261 0.0022 -0.029
Si 13.6105 19.0198 24.3899 0.0252 0.0066 0.0113
Si 10.9338 5.4892 24.3478 0.0108 -0.0053 -0.0112
Si 13.5463 8.1707 24.3633 -0.0043 -0.0239 0.0541
Si 10.8338 10.9912 24.4622 -0.048 0.0275 -0.0061
Si 13.6239 13.5383 24.3955 0.0152 0.0077 -0.0099
Si 16.2928 16.2221 24.4167 0.0156 0.0048 0.0069
Si 19.0868 18.9399 24.3629 0.0397 -0.0477 -0.0085
Si 16.3553 5.3809 24.3297 0.0357 -0.0162 -0.0177
Si 18.9971 8.1321 24.3994 -0.0155 0.0323 -0.0474
Si 16.3685 10.7642 24.3711 0.0102 -0.0333 -0.0073
Si 19.0525 13.4925 24.4855 0.0228 -0.0134 0.0446
Si 21.7316 16.2842 24.4864 -0.0341 -0.0018 -0.0249
Si 24.4912 18.9362 24.4751 0.0112 0.0186 0.0117
Si 21.7416 5.3692 24.423 0.0127 0.0208 0.0005
Si 24.5337 8.0978 24.5272 0.0036 0.0181 -0.015
Si 21.7684 10.8195 24.5666 -0.0121 -0.0208 0.0079
Si 24.4162 13.5999 24.4772 0.0051 -0.0239 0.0142
Si 27.2242 16.2762 24.4858 0.0115 0.0039 0.0001
Si 29.8175 19.0989 24.5345 -0.0086 -0.0068 -0.0006
Si 27.1614 5.4218 24.5732 0.0241 0.0152 -0.0092
Si 29.9805 8.0873 24.403 -0.005 -0.0063 -0.0041
Si 27.2278 10.8364 24.3021 -0.018 -0.0084 -0.0345
Si 29.9721 13.61 24.5533 -0.0196 -0.007 -0.0233
Si 31.1572 17.756 25.8754 0.0416 -0.0146 -0.0295
Si 1.3821 4.1032 25.9309 -0.035 0.0019 -0.0095
Si 31.3199 6.7233 25.7946 -0.009 0.0177 0.0245
Si 1.2872 9.6135 25.9607 0.041 0.0014 0.012
Si 31.3302 12.2628 25.9557 0.0194 0.0291 -0.0042
Si 1.3144 15.0468 25.8492 0.0191 -0.0239 -0.0032
Si 4.0695 17.7609 25.995 -0.0196 -0.0101 -0.0192
Si 6.8781 4.2821 25.8612 0.0243 -0.0036 -0.0148
Si 4.1225 6.9361 26.0974 0.0183 -0.0164 -0.0316
Si 6.8041 9.6339 25.9358 -0.004 0.0642 -0.0628
Si 4.0798 12.2526 25.8689 -0.0172 -0.0305 0.0751
Si 6.8126 15.0224 25.9645 -0.0044 0.0195 -0.0059
Si 9.4982 17.8361 25.656 0.0196 -0.0215 0.0377
Si 12.2968 4.1454 25.7002 0.0482 0.0212 -0.0136
Si 9.6532 6.8652 25.7306 0.0162 0.0235 -0.0469
Si 12.2027 9.5962 25.7197 0.0104 -0.0327 -0.0143
Si 9.5392 12.3462 25.9459 0.0215 -0.0501 -0.0376
Si 12.2955 14.9895 25.6737 -0.0198 0.0238 0.0245
Si 14.9505 17.6262 25.7459 -0.007 -0.0351 -0.0039
Si 17.7257 3.9771 25.6455 -0.0843 0.0587 -0.0206
Si 14.9328 6.7305 25.5965 -0.0586 -0.0046 -0.0576
Si 17.634 9.4097 25.8397 0.0131 -0.034 0
Si 15.0149 12.0949 25.6892 -0.0293 0.0249 -0.0331
Si 17.5821 14.782 25.7836 -0.0264 -0.0126 -0.0373
Si 20.3828 17.6521 25.8542 0.0098 0.0167 -0.0119
Si 23.097 3.9797 25.7671 -0.0186 -0.0084 0.0172
Si 20.3395 6.7595 25.7018 0.0206 -0.0592 0.0235
Si 21.8359 8.0095 27.0251 0.0168 -0.0187 0.0532
Si 20.3405 12.1185 25.9521 -0.0256 0.0144 -0.003
Si 23.0295 14.9321 25.8985 0.0006 0.0087 0.0174
Si 25.8557 17.5753 25.864 -0.0298 0.0207 0.0174
Si 28.4665 4.0847 26.0072 0.0239 -0.0186 0.0119
Si 25.8048 6.7283 26.0005 -0.0169 -0.0394 0.034
Si 28.5946 9.4893 25.6199 -0.007 0.0131 0.0132
Si 25.864 12.1625 25.6273 -0.0135 -0.0116 0.0037
Si 28.5978 14.9714 25.8909 -0.004 0.0364 -0.0085
Si 29.8229 16.4343 27.312 -0.0112 0.021 0.0471
Si -0.0941 19.0853 27.2257 -0.0081 -0.0127 0.0109
Si 29.9536 5.4554 27.2605 -0.0426 0.0036 0.0344
Si -0.031 8.0899 27.2122 0.0221 -0.0225 0.0489
Si 29.9188 10.7512 27.083 -0.0042 0.036 0.0151
Si 0.0065 13.7342 27.3109 -0.0351 -0.0302 0.0156
Si 2.6199 16.3626 27.3126 0.0575 -0.0076 -0.0186
Si 5.4883 19.2741 27.1839 -0.0475 0.0553 0.0369
Si 2.6856 5.506 27.3519 0.0383 -0.003 0.0373
Si 5.6317 8.2611 27.4719 -0.0539 0.033 0.0808
Si 2.5669 11.0996 27.3033 -0.2643 0.439 -0.4403
Si 5.3722 13.6404 27.2756 0.0175 0.0239 -0.0401
Si 8.3122 16.469 27.1286 0.0426 -0.1163 0.0281
Si 10.8706 19.195 26.9798 -0.0427 0.0444 -0.0463
Si 8.3814 5.5974 27.1848 0.0083 -0.0043 -0.0057
Si 10.9187 8.2564 27.1319 -0.0635 -0.0207 0.0223
Si 8.1784 10.9773 27.3277 -0.0243 0.05 0.0208
Si 10.9647 13.7917 27.1722 -0.0458 0.0188 0.0884
Si 13.664 16.2303 27.1206 0.0251 -0.0404 0.0786
Si 16.2654 19.0737 27.0089 -0.002 0.0525 0.0128
Si 13.6249 5.4926 27.0839 0.0473 -0.0384 0.0195
Si 16.198 7.9722 27.074 0.0627 -0.001 0.0255
Si 13.686 10.7727 27.0727 0.0335 0.004 0.0635
Si 16.3077 13.3169 27.1815 0.0018 -0.0056 0.0331
Si 18.8289 16.2952 27.007 0.0317 -0.0375 0.0232
Si 21.7884 19.0008 27.2505 -0.0202 -0.0035 0.059
Si 19.0054 5.3357 27.0425 0.0439 0.0437 -0.0055
Si 23.2393 9.4914 25.8913 -0.0097 0.0803 -0.013
Si 18.9237 10.7296 27.3043 -0.0283 0.0073 0.0454
Si 21.5837 13.6215 27.2907 -0.282 0.1857 -0.3882
Si 24.4976 16.2231 27.251 -0.0356 -0.017 -0.0544
Si 27.0465 18.9916 27.3425 0.0342 0.0307 0.0695
Si 24.3854 5.2261 27.2885 0.0136 0.0565 0.056
Si 27.3228 8.201 27.0956 -0.0081 0.0136 0.0646
Si 24.6975 10.8785 27.1979 0.0311 -0.0468 0.0756
Si 27.2185 13.4441 27.0017 0.0622 -0.041 0.0462
Si 31.4054 15.2834 28.5817 -0.1054 -0.1129 -0.6396
Si 0.9646 17.512 28.5782 0.3375 0.4138 -0.1234
Si 31.4877 4.3135 28.6589 -0.3973 -0.3937 -0.1385
Si 1.0745 6.5928 28.6999 0.1211 0.1765 -0.6183
Si 30.7943 8.9869 28.3567 -0.0374 -0.0229 0.0391
Si 1.7449 12.8765 28.6592 0.1058 0.0367 0.0235
Si 3.5632 14.5686 28.5393 -0.2657 -0.2262 -0.4337
Si 6.9331 17.8861 28.337 0.4175 0.3258 -0.1968
Si 4.1589 4.2594 28.6673 0.0443 0.0262 -0.6034
Si 7.4863 7.306 28.5561 0.0644 0.0609 0.0558
Si 4.6526 9.7303 29.0829 0.3277 -0.4961 -0.3266
Si 6.6412 12.2242 28.702 0.3782 0.3449 -0.1925
Si 10.2157 15.7559 28.3568 0.0417 -0.0693 -0.7022
Si 11.8853 17.4314 28.06 -0.0571 -0.2273 -0.497
Si 9.8209 4.3142 28.5618 0.0818 -0.0036 -0.0549
Si 12.6418 7.1997 28.3642 0.0301 0.0323 -0.0299
Si 9.2697 9.2626 28.5632 0.0373 -0.0488 0.0004
Si 10.7888 10.4526 30.0637 -0.5066 -0.3644 -0.3672
Si 14.7672 14.5137 28.4346 0.0898 0.2255 -0.61
Si 17.4977 17.6507 28.343 -0.465 -0.2728 -0.2017
Si 15.3173 4.4355 28.3462 0.1121 0.166 -0.4509
Si 17.0775 6.0703 28.1965 -0.2269 -0.1378 -0.558
Si 14.5241 8.9693 28.4335 -0.1022 -0.0448 -0.0105
Si 17.3077 11.788 28.7582 0.0206 -0.1191 0.0056
Si 20.0945 15.0293 28.4488 -0.0344 -0.2439 -0.5956
Si 23.5728 18.0086 28.5357 0.1682 0.2168 -0.4504
Si 20.729 4.4779 28.4262 0.2349 0.0993 -0.5114
Si 22.5188 6.1754 28.3538 -0.1625 -0.2844 -0.6167
Si 20.3843 9.1892 28.3583 -0.0042 0.2812 -0.6115
Si 24.0918 12.5882 28.7106 0.5288 0.0835 -0.5301
Si 25.6261 14.437 28.3574 0.0264 -0.0578 0.0663
Si 28.4011 17.7156 28.7608 0.0825 -0.0441 -0.7652
Si 25.2505 19.7897 28.694 -0.0752 -0.0028 0.0412
Si 29.0541 7.315 28.3863 0.2081 0.0704 -0.5609
Si 26.5265 9.9746 28.3942 0.1493 0.2777 -0.6884
Si 28.2253 11.7503 28.3007 -0.3096 -0.132 -0.507
Si 30.52 20.361 38.1059 -0.2855 0.1442 0.5483
Si 7.9699 19.1727 32.7079 -0.0652 0.0544 -0.0446
Si 30.3892 19.004 33.4419 -0.0826 0.1469 -0.1173
Si 31.2452 11.793 32.114 0.0854 0.0636 -0.0392
Si 29.4567 13.6127 30.526 -0.073 -0.0116 -0.1144
Si 3.9386 5.7014 33.8476 -0.0296 0.0144 -0.0718
Si 3.9868 10.5246 31.8351 -0.0686 0.0112 -0.1984
Si 8.5633 6.2066 37.832 0.0663 0.0337 0.1613
Si 5.3036 9.5607 38.2529 -0.1858 0.5135 0.2792
Si 4.3812 15.0732 33.8272 0.0762 0.1085 0.0086
Si 10.9879 15.6177 31.3294 0.1244 0.0978 0.0014
Si 7.1874 13.3932 30.7726 -0.5157 -0.5546 0.0216
Si 20.301 15.3048 35.5442 0.0096 -0.004 -0.0266
Si 11.5646 18.7483 38.1602 -0.0186 0.0668 0.016
Si 2.7696 8.5396 33.7646 -0.1444 -0.2147 0.0304
Si 9.8671 17.0639 33.8723 0.0155 -0.0201 -0.0602
Si 11.7158 5.5016 34.2676 0.435 -0.0315 -0.3618
Si 17.1928 18.2507 32.2421 0.0103 -0.0448 -0.0858
Si 17.484 16.7742 35.0598 0.0499 -0.1546 -0.0111
Si 19.4654 19.045 30.4481 -0.0458 0.1042 -0.0481
Si 14.0024 19.0749 36.7916 0.0092 0.0253 0.1284
Si 17.0931 11.8381 36.8017 0.5473 -0.1228 -0.3666
Si 20.5055 7.9096 37.9821 -0.0666 0.0736 0.1025
Si 11.6311 18.9051 35.2599 0.0449 0.0656 0.104
Si 25.3154 12.7888 33.9515 0.1179 -0.0959 -0.0121
Si 27.2251 6.8008 35.6636 0.0776 0.0669 0.0613
Si 25.6123 8.9244 31.3013 0.017 0.0603 -0.1093
Si 23.7208 6.473 31.2334 0.0381 -0.08 -0.0239
Si 12.5465 12.4449 28.2526 0.0257 0.0523 -0.7587
Si 15.744 9.0665 35.8105 -0.021 0.0798 0.1269
Si 25.817 18.4823 33.4586 0.055 0.0504 -0.1233
Si 25.6429 4.1524 30.9849 -0.1347 -0.306 -0.5496
Si 27.5838 7.7123 38.7125 0.2118 -0.2913 0.3633
Si 4.5697 13.4821 38.7234 0.0214 -0.7668 -0.0849
Si 18.465 7.6481 30.0101 -0.1588 -0.0139 0.0433
Si 30.1818 19.8324 30.4775 0.396 0.131 -0.4989
Si 22.0906 4.7705 35.4983 0.0572 0.0032 -0.0689
Si 2.9475 8.8303 36.7707 -0.0644 0.1359 -0.008
Si 3.5456 15.4367 36.7476 -0.0229 0.1463 0.1432
Si 1.2662 11.6566 30.6685 0.0095 0.3622 -0.3869
Si 31.813 9.4849 30.3693 -0.2028 -0.1455 -0.464
Si 2.7018 17.1925 32.7664 0.0545 0.0335 0.0898
Si 6.427 5.8182 30.0597 0.1985 0.4837 -0.3317
Si 0.8013 7.3329 31.5893 0.0403 -0.0135 -0.0687
Si 1.4909 4.5442 32.4663 0.0553 0.0323 -0.0032
Si 7.6879 12.9675 35.5218 0.0032 0.0257 -0.1296
Si 5.5236 15.9477 30.2629 -0.1604 -0.193 -0.0135
Si 10.5227 12.4495 34.739 0.1115 -0.1068 0.0428
Si 5.4046 17.5157 32.9708 0.0236 -0.0412 0.037
Si 8.1214 19.4345 29.717 0.3131 -0.1446 -0.613
Si 6.8942 5.7214 33.0503 -0.0528 -0.05 -0.0168
Si 12.8734 7.7081 36.0354 0.1311 -0.0573 -0.0776
Si 10.674 9.2554 34.4619 -0.0086 -0.0407 0.0091
Si 11.4365 8.13 31.6458 0.0433 -0.1115 0.1206
Si 12.9203 13.9209 36.2414 0.0405 0.0269 0.2049
Si 8.9825 6.9605 34.8689 0.0653 0.0209 0.0773
Si 16.0594 16.652 29.9296 0.2683 0.098 -0.4548
Si 22.2087 15.8938 33.1346 -0.0429 0.0445 0.1256
Si 13.3023 16.4418 37.7788 0.0634 0.0992 0.0249
Si 21.3005 10.6948 37.3237 -0.0736 -0.0944 0.1304
Si 22.6602 8.4443 36.1606 -0.0344 0.077 -0.0095
Si 3.1115 5.6847 36.7925 0.0311 0.108 -0.0432
Si 16.1592 9.8287 29.9618 -0.3609 0.4274 -0.4839
Si 15.8534 14.1386 35.2227 0.0919 -0.0681 0.0138
Si 18.6836 12.958 30.2771 -0.5216 -0.2812 -0.3129
Si 29.7068 17.6105 37.6168 0.076 -0.1786 0.0906
Si 21.6509 16.8419 30.4279 0.1115 0.0357 -0.0465
Si 26.8624 15.2968 30.1423 -0.1518 -0.373 -0.5412
Si 27.5836 14.831 36.0416 0.0665 -0.0165 0.068
Si 0.59 18.6492 34.4031 0.1669 0.1162 -0.0567
Si 1.792 17.8889 37.1283 0.0341 -0.16 0.157
Si 27.6647 11.8523 35.432 0.0579 -0.0028 -0.0377
Si 31.0855 7.6783 36.0285 0.0427 0.0478 -0.019
Si 29.4897 5.0691 35.3677 0.1959 -0.0476 0.0735
Si 30.6159 12.0287 38.6517 -0.0212 0.0193 0.0492
Si 7.7891 11.065 37.9337 0.0986 0.1088 0.0057
Si 30.0704 10.0987 34.297 -0.0307 0.0126 0.0093
Si 24.6873 13.9982 36.5713 0.0995 0.0407 -0.0228
Si 2.0967 18.7424 30.2542 -0.3289 -0.1847 -0.4205
Si 29.7245 14.8295 38.1929 0.1258 -0.0423 0.5776
Si 3.1492 5.0171 0.3647 0.038 0.5642 0.059
Si 30.0858 9.225 38.4898 0.2629 0.0239 0.4335
Si 13.152 17.6876 30.7077 -0.0363 -0.0679 0.0831
Si 0.2981 6.0397 37.5989 -0.0951 0.2096 0.0451
Si 4.1833 19.6574 38.1036 -0.088 -0.0873 0.7036
Si 5.9293 17.3492 37.7205 0.0462 -0.0327 0.1741
Si 6.0848 12.6855 32.7493 0.4281 0.1861 -0.3341
Si 18.9818 11.1354 0.5378 0.432 -0.3634 0.346
Si 11.1525 7.6596 38.696 0.0759 -0.4553 0.3541
Si 28.2631 5.9747 31.0843 0.0546 0.0747 -0.0463
Si 20.4471 20.0804 37.7511 0.0279 -0.1109 -0.0123
Si 19.4045 8.5707 32.5351 0.0528 0.0616 0.0194
Si 12.8032 5.6655 32.2373 -0.3131 -0.0795 0.572
Si 11.2214 5.9368 29.8323 0.0114 0.0233 -0.6575
Si 18.1384 18.4553 37.438 -0.0232 -0.0024 0.0289
Si 17.639 12.6497 33.2194 0.0949 0.0758 -0.0025
Si 19.2114 12.4082 35.7942 -0.626 -0.1962 0.2973
Si 20.8327 10.8055 30.9483 0.0063 -0.1513 -0.0697
Si 21.8606 7.1794 33.7047 0.0624 0.0416 -0.0155
Si 14.7081 19.9823 31.4712 0.0236 0.0018 -0.2235
Si 23.055 18.3584 34.5575 0.0121 -0.0124 0.019
Si 10.1383 12.9154 31.7082 0.0899 -0.0955 -0.1128
Si 28.0373 8.2427 33.142 0.0122 -0.1102 -0.0853
Si 22.7524 16.3923 36.9131 -0.1058 0.0712 -0.0125
Si 23.7992 11.3572 31.6099 0.0505 -0.0529 -0.1884
Si 25.2519 15.4412 32.7538 -0.085 0.0084 0.0078
Si 16.5671 9.676 32.9788 -0.0387 -0.07 -0.0792
Si 28.2727 17.5992 34.8534 -0.0622 -0.1154 0.1347
Si 31.2998 1.3625 9.4641 0.0106 0.0086 0.0033
Si 1.3884 4.0789 9.47 0.0033 -0.002 -0.0057
Si 31.2898 6.8159 9.4855 0.007 0.0065 -0.0081
Si 1.3061 9.5612 9.5284 0.0046 -0.0069 0.0108
Si 31.2638 12.2561 9.517 -0.0191 -0.0148 0.0102
Si 1.3629 14.9711 9.477 -0.0143 -0.0069 -0.0068
Si 4.0989 1.3905 9.5011 0.0232 0.0105 0.0047
Si 6.7984 4.0853 9.5336 0.0137 0.0016 0.006
Si 4.0628 6.8031 9.5043 -0.0096 0.0068 -0.0066
Si 6.7794 9.5587 9.4919 -0.0073 -0.0132 0.0023
Si 4.0698 12.2982 9.4856 0.0083 0.0069 0.0069
Si 6.7782 15.0099 9.4776 -0.0132 -0.0002 -0.0054
Si 9.4724 1.3649 9.5404 -0.0089 -0.0046 -0.0015
Si 12.2192 4.0934 9.5322 -0.0072 -0.0079 -0.0045
Si 9.4972 6.8146 9.5179 -0.0081 -0.0193 -0.0007
Si 12.2105 9.523 9.5472 0.0198 0.0169 0.002
Si 9.5006 12.2527 9.5087 0.004 -0.0005 -0.0098
Si 12.229 14.9507 9.5473 0.0146 0.0067 -0.001
Si 14.9646 1.3439 9.5233 -0.0044 0.0011 0.0043
Si 17.6651 4.0351 9.5507 -0.0217 -0.0239 -0.0054
Si 14.9052 6.7976 9.581 0.0115 -0.0005 0.0024
Si 17.6721 9.5142 9.56 0.0139 -0.0092 -0.0014
Si 14.9418 12.2046 9.5521 -0.0059 0.0005 -0.0014
Si 17.6551 14.9371 9.5674 0.0163 0.002 -0.0042
Si 20.4305 1.3398 9.5833 0.0003 0.0105 0.0057
Si 23.1505 4.059 9.5193 -0.0048 -0.011 -0.0024
Si 20.4342 6.7752 9.5544 -0.0007 0.0071 0.0015
Si 23.1203 9.4959 9.5327 -0.005 -0.0114 0.0074
Si 20.3935 12.2328 9.5456 -0.0012 0.0101 0.0063
Si 23.1325 14.9542 9.5268 -0.0064 0.0121 0.0057
Si 25.8606 1.3615 9.508 0.0067 0.0036 0.0081
Si 28.5702 4.0586 9.4915 -0.001 0.0011 0.0055
Si 25.8735 6.7599 9.5393 0.0059 0.0049 0.0042
Si 28.5837 9.5175 9.528 0.0009 -0.0025 0.0084
Si 25.8591 12.2414 9.5075 0.0007 -0.0016 -0.0051
Si 28.5698 14.9736 9.4921 0.0079 0.0156 -0.0019
Si 29.9393 16.3312 10.8478 -0.0029 -0.0013 -0.0084
Si 0.0131 2.7271 10.8337 -0.0046 0.0061 -0.0045
Si 29.9297 5.4413 10.8424 -0.0038 0.0065 -0.0054
Si -0.0233 8.1754 10.8812 -0.0142 0.0204 0.0085
Si 29.9288 10.8847 10.888 0.0167 -0.0123 0.0041
Si 0.0069 13.6158 10.8561 0.0055 -0.0144 -0.0074
Si 2.7181 16.3396 10.8426 0.013 0.0097 -0.0133
Si 5.4335 2.7366 10.8887 -0.0087 -0.0024 0.0143
Si 2.7116 5.4444 10.8659 0.0049 -0.0082 0.0014
Si 5.4245 8.1805 10.8501 0.0211 -0.013 0.0011
Si 2.7083 10.9199 10.8494 0.0005 0.0023 -0.0073
Si 5.424 13.6477 10.854 -0.0125 0.0107 -0.0055
Si 8.1204 16.3305 10.891 -0.0048 0.0228 0.0077
Si 10.8496 2.7308 10.8814 -0.0049 0.0039 -0.0056
Si 8.1447 5.4581 10.8856 -0.0038 -0.0054 0.0006
Si 10.8466 8.165 10.8946 0.0064 0.0073 -0.0047
Si 8.1313 10.9055 10.8706 -0.0072 0.0131 0.0011
Si 10.8585 13.5939 10.8908 0.0142 -0.003 -0.0015
Si 13.5893 16.3204 10.8889 -0.0015 -0.006 0.0071
Si 16.3123 2.687 10.911 0.0196 -0.0157 0.0048
Si 13.5599 5.4328 10.9259 0.006 0.0053 0.0014
Si 16.3043 8.15 10.9075 -0.0089 0.0041 -0.0012
Si 13.5781 10.8638 10.9116 0.0036 -0.0112 0.0062
Si 16.2948 13.5746 10.91 0.0031 0.0082 0.0021
Si 19.045 16.2914 10.9067 0.0104 -0.0075 0.0019
Si 21.7902 2.7179 10.9046 -0.0045 -0.0032 0.0067
Si 19.044 5.4119 10.8852 0.0171 -0.0081 -0.0062
Si 21.7765 8.1454 10.911 -0.0118 0.0048 0.0028
Si 19.0365 10.8751 10.9085 -0.0211 0.0032 -0.004
Si 21.7728 13.5902 10.8872 -0.0054 0.0003 0.0014
Si 24.4973 16.3206 10.8741 -0.0041 0.0095 -0.0079
Si 27.2226 2.7096 10.8741 0.0017 -0.004 0.0032
Si 24.5056 5.411 10.8927 0.0023 0 0.0012
Si 27.2211 8.1505 10.8805 0.0023 0.0036 -0.0045
Si 24.4969 10.8718 10.8672 -0.0075 0.0029 -0.0046
Si 27.2207 13.6028 10.8645 0.0176 -0.0131 -0.0115
Si 31.2885 14.9714 12.2217 -0.0038 0.0056 -0.0004
Si 1.3595 17.6929 12.2139 -0.0001 0.0003 -0.001
Si 31.2938 4.0852 12.2063 0.0073 0.0013 -0.0024
Si 1.3507 6.8102 12.2242 -0.0003 0.0027 -0.0077
Si 31.2775 9.5285 12.2559 -0.0082 -0.0008 0.0088
Si 1.3561 12.2623 12.2316 -0.0041 -0.0018 0.0048
Si 4.0622 14.9883 12.2269 0.006 -0.0064 0.0047
Si 6.7745 17.6934 12.2551 -0.0082 -0.0097 0.0063
Si 4.0663 4.0959 12.2392 0.0102 0.0019 0.005
Si 6.7731 6.823 12.2291 0.0069 -0.0012 0.0029
Si 4.062 9.5446 12.21 -0.004 0.0028 -0.0059
Si 6.7723 12.2734 12.2213 0.0053 0.0015 0.0007
Si 9.4917 14.9661 12.2371 -0.011 -0.0094 -0.0108
Si 12.2162 17.6849 12.2358 0.0064 0.0074 -0.0072
Si 9.4958 4.0922 12.2475 0.0047 0.0096 -0.0066
Si 12.2021 6.8059 12.2646 0.0016 -0.01 -0.0037
Si 9.4835 9.5367 12.2374 0.0064 -0.0088 -0.0049
Si 12.2148 12.2369 12.2529 0.0051 -0.0033 -0.0023
Si 14.9388 14.9516 12.2516 0.0076 0.0015 0.0007
Si 17.6838 17.6558 12.2603 -0.0047 0.0087 0.0022
Si 14.9441 4.0632 12.2534 -0.0075 -0.0024 -0.0027
Si 17.6801 6.7786 12.2415 -0.0014 0.0084 -0.0083
Si 14.9451 9.5086 12.2643 0.004 0.0107 -0.0026
Si 17.6729 12.2292 12.2626 0.0085 -0.0034 0.0055
Si 20.4122 14.9379 12.2559 -0.0096 0.0015 0.0072
Si 23.1449 17.6683 12.2506 -0.0005 0.0023 0.0075
Si 20.4128 4.0689 12.2511 0.0022 -0.0054 0
Si 23.1488 6.7816 12.2498 -0.0024 -0.0013 0.0016
Si 20.4041 9.5058 12.2535 0.0069 -0.0009 0.0021
Si 23.1392 12.2263 12.2361 -0.0079 -0.0039 -0.002
Si 25.8614 14.9575 12.2297 -0.0007 0.0047 -0.0104
Si 28.5854 17.6765 12.2305 0.0081 0.009 0
Si 25.8665 4.059 12.2495 -0.0056 -0.0044 0.0001
Si 28.5837 6.7923 12.2336 -0.0033 0.0072 -0.0031
Si 25.8577 9.5148 12.2333 0.0036 -0.004 0.0005
Si 28.5687 12.2458 12.2391 0.0026 -0.012 0.003
Si 0.0043 16.3343 13.5863 0.002 0.0013 -0.0033
Si 2.7065 2.7313 13.5933 0.0018 0.0064 -0.0023
Si -0.0018 5.4459 13.5873 -0.0032 0.0088 -0.0027
Si 2.7088 8.1802 13.5805 -0.0002 -0.003 0.001
Si 0.0046 10.8955 13.6 0.0008 -0.0189 0.0003
Si 2.7094 13.6249 13.5942 0.0025 0.0018 -0.0016
Si 5.4106 16.3382 13.6067 -0.0011 0.0129 0.0026
Si 8.1331 2.7369 13.6076 0.0023 -0.0011 -0.0005
Si 5.4184 5.4633 13.5969 -0.0071 0.0021 0.0043
Si 8.1257 8.1789 13.5972 -0.0018 0.0005 0.0034
Si 5.4147 10.9064 13.5807 0.0037 0.005 -0.0021
Si 8.129 13.6173 13.5995 0.0054 0.004 0.0043
Si 10.8509 16.3293 13.5954 0.006 0.003 -0.0004
Si 13.5764 2.712 13.6072 -0.0014 0.0035 0.0023
Si 10.8457 5.4471 13.6169 -0.0002 0.0014 0.0025
Si 13.5778 8.1548 13.6155 0.0075 0.0006 -0.0001
Si 10.8472 10.8849 13.6044 0.0069 0.0052 0.0003
Si 13.5744 13.5979 13.6071 -0.0032 0.0023 0.0027
Si 16.3122 16.3003 13.6073 0.0087 -0.0098 0.0007
Si 19.0509 2.703 13.6032 0.0053 -0.0044 -0.0007
Si 16.3157 5.4235 13.6015 0.0042 -0.0105 0.0006
Si 19.042 8.1386 13.6011 -0.0039 0.0005 0.0001
Si 16.3108 10.8679 13.6126 -0.0073 -0.0081 0.0029
Si 19.0467 13.5824 13.6101 0.0017 -0.0024 0.0045
Si 21.7775 16.3057 13.6019 0.0013 0.002 -0.0039
Si 24.5061 2.7019 13.6097 0.0031 -0.0029 -0.0003
Si 21.7794 5.4263 13.6043 -0.0114 0.0044 -0.0043
Si 24.5076 8.1501 13.6004 -0.0054 0.0015 -0.0019
Si 21.7781 10.8656 13.5977 -0.0047 0 0.0029
Si 24.5026 13.5912 13.5911 -0.001 -0.0062 -0.0036
Si 27.2245 16.3125 13.5921 0.0032 -0.0056 -0.0047
Si 29.9413 2.727 13.5841 -0.0051 -0.0021 -0.0035
Si 27.225 5.4332 13.5978 0.0023 0.0033 -0.0039
Si 29.9257 8.1584 13.6088 0.0044 0.0048 -0.0005
Si 27.2148 10.8768 13.5978 -0.0007 0.0072 -0.0035
Si 29.9349 13.6069 13.5925 -0.0004 -0.0089 -0.0023
Si 31.2904 17.6902 14.9567 0.0023 0.0076 0.0008
Si 1.353 4.0924 14.9587 -0.0011 -0.0043 0.0012
Si 31.2903 6.8018 14.9643 -0.0049 0.0017 0.0069
Si 1.36 9.5339 14.9601 -0.0023 0.0089 0.0012
Si 31.2862 12.2501 14.9656 0.0034 0.0016 0.0034
Si 1.3543 14.9803 14.9631 0.0002 0.0015 0.0088
Si 4.0568 17.6987 14.9686 0.0014 -0.0116 0.0025
Si 6.7703 4.1008 14.9632 0.0045 0.0026 0.0007
Si 4.0584 6.8241 14.9561 0.0068 0.0032 0.0024
Si 6.7676 9.5462 14.9509 0.005 -0.0044 0
Si 4.0643 12.263 14.9564 -0.0034 -0.0059 0.0045
Si 6.771 14.9789 14.9633 -0.0057 -0.0014 -0.0045
Si 9.4915 17.6918 14.9609 0.0002 0.0049 -0.0043
Si 12.2139 4.0797 14.9603 0.0023 0.005 -0.0072
Si 9.4803 6.8155 14.9608 0.0076 -0.0048 0.0002
Si 12.2126 9.5252 14.9592 0.0002 -0.0054 -0.0036
Si 9.4873 12.2542 14.9563 -0.0003 -0.0053 -0.0034
Si 12.2103 14.9656 14.9534 0.0011 -0.0052 -0.0061
Si 14.9451 17.6661 14.9541 0.0008 0.0012 -0.0098
Si 17.685 4.0633 14.9543 0.0043 0.0022 -0.0027
Si 14.95 6.7871 14.9558 -0.0034 0.0067 -0.004
Si 17.6787 9.4995 14.9548 -0.0005 0.0019 0.0004
Si 14.9434 12.2342 14.9551 0.0069 0.0041 -0.002
Si 17.6807 14.943 14.9586 -0.0058 0.0065 0.0062
Si 20.4154 17.6648 14.9574 -0.0034 0.0017 0.0026
Si 23.1407 4.0637 14.9601 -0.0038 -0.0029 0.0024
Si 20.414 6.7839 14.9561 0.0056 -0.0025 -0.0013
Si 23.1408 9.5057 14.9557 -0.0009 -0.0011 -0.0012
Si 20.4159 12.2208 14.9562 -0.0055 -0.0023 0.0041
Si 23.142 14.9447 14.9548 -0.0078 0.0018 0.0032
Si 25.8657 17.6609 14.9622 0.0029 0.0026 0.0039
Si 28.5857 4.0781 14.958 0.0009 -0.0008 0.0015
Si 25.8681 6.7928 14.9615 0.004 -0.0008 0.0011
Si 28.5699 9.5203 14.9682 -0.0068 -0.0063 0.006
Si 25.8582 12.2336 14.96 0.002 -0.007 0.0011
Si 28.5772 14.9565 14.9623 0.0015 -0.0005 0.0011
Si 29.9361 16.3224 16.3192 -0.0076 0.0003 -0.0023
Si 0.0009 2.7323 16.3278 -0.0019 -0.0012 -0.0025
Si 29.9373 5.4394 16.3298 0.0014 0.0041 -0.0002
Si 0.0062 8.1693 16.3252 0.0051 0.0002 -0.0043
Si 29.9289 10.8849 16.3299 0.0029 -0.0073 -0.0039
Si 0.003 13.6134 16.3282 -0.0053 -0.0039 -0.0003
Si 2.7046 16.3409 16.3371 0.0005 0.0106 0.004
Si 5.4109 2.7436 16.3287 -0.0091 -0.0001 -0.0002
Si 2.7057 5.4595 16.3234 -0.0066 0.0008 -0.0013
Si 5.4132 8.1878 16.3177 -0.0047 0.0049 0.0005
Si 2.713 10.9004 16.3235 0.0036 -0.0019 -0.0014
Si 5.4123 13.6261 16.3286 0.0147 0.0025 -0.0002
Si 8.1238 16.3433 16.3243 0.0035 -0.0029 0.0011
Si 10.8485 2.7306 16.3218 0.0093 0.0035 0.0021
Si 8.1249 5.4599 16.326 -0.0069 0.0073 0.0017
Si 10.8432 8.1754 16.3129 0.0022 -0.002 0.0031
Si 8.1216 10.906 16.3164 0.0074 0.0077 0.0019
Si 10.8475 13.6136 16.3134 0.0002 0.0074 0.0014
Si 13.5774 16.315 16.3111 0.0008 -0.0018 0.0007
Si 16.319 2.6996 16.3018 -0.0018 -0.0021 0.0001
Si 13.5813 5.4352 16.3101 -0.0015 -0.0124 0.0024
Si 16.3174 8.1416 16.3118 0.0004 -0.0015 0.0019
Si 13.5807 10.88 16.3124 0.0009 0.0063 0.0017
Si 16.3122 13.5852 16.3078 -0.0003 -0.0105 0.0009
Si 19.0519 16.2997 16.3059 0.0041 0.0031 0.0002
Si 21.7801 2.7002 16.3163 -0.002 -0.005 -0.0028
Si 19.0566 5.4166 16.3091 -0.0028 0.0016 -0.0022
Si 21.779 8.1425 16.3099 -0.0051 -0.0002 0.0031
Si 19.0492 10.8569 16.3024 -0.0034 -0.0148 0.0027
Si 21.7834 13.578 16.3096 -0.0005 -0.0012 -0.0001
Si 24.5016 16.3001 16.3205 0.0044 -0.0063 -0.0033
Si 27.2256 2.7091 16.3105 0.004 -0.0026 -0.0035
Si 24.5031 5.4279 16.3123 0.0051 0.0045 -0.0022
Si 27.2207 8.1532 16.332 -0.0005 0.0058 0.0011
Si 24.5029 10.8637 16.3162 -0.0048 0.0013 -0.001
Si 27.2175 13.5927 16.3252 0.0006 -0.0036 -0.0014
Si 31.2876 14.9691 17.6947 0.0082 -0.0011 0.0017
Si 1.3518 17.7025 17.7039 -0.0071 0.0016 0.0027
Si 31.2931 4.0881 17.7026 -0.0051 -0.0074 0.006
Si 1.3577 6.8158 17.7 -0.0034 0.0072 0.002
Si 31.2928 9.528 17.6917 -0.004 -0.0006 0.0012
Si 1.3659 12.2614 17.6947 0.0086 -0.0041 0.0004
Si 4.0633 14.9873 17.7045 -0.0052 -0.0075 0.0032
Si 6.7661 17.7063 17.6934 0.0022 0.003 -0.0007
Si 4.0561 4.1035 17.6965 0.0056 0.0038 0.0042
Si 6.7654 6.827 17.6813 0.0085 -0.0017 -0.001
Si 4.0673 9.5469 17.6932 0.008 -0.0038 0.001
Si 6.769 12.2677 17.6877 -0.0037 -0.0028 0.0025
Si 9.4828 14.9751 17.6723 0.0067 0.0002 -0.0027
Si 12.213 17.6801 17.6632 -0.0028 0.0009 -0.0014
Si 9.4844 4.0959 17.6812 0.0018 -0.0002 -0.0017
Si 12.2092 6.8057 17.6517 -0.0001 0.0118 -0.0079
Si 9.4834 9.5464 17.6679 -0.0036 -0.0051 -0.0017
Si 12.2169 12.2505 17.6597 0.0012 -0.006 -0.0039
Si 14.9447 14.947 17.6559 0.0026 0.0016 -0.005
Si 17.6862 17.6569 17.656 0.0029 -0.0025 -0.0008
Si 14.952 4.0626 17.6461 0.0072 0.0019 -0.0016
Si 17.6931 6.7777 17.6571 0.0029 -0.0076 0
Si 14.9504 9.5108 17.6562 -0.0043 -0.0045 -0.0006
Si 17.6807 12.2164 17.6491 -0.0043 0.0107 -0.0078
Si 20.4167 14.936 17.6575 -0.006 0.0001 0.0006
Si 23.1372 17.6569 17.6759 -0.0011 0.0056 0.0041
Si 20.4194 4.0579 17.6728 0.0023 -0.0002 0.0017
Si 23.1403 6.7833 17.6705 -0.0049 -0.0042 -0.0001
Si 20.4134 9.5007 17.6602 -0.0082 0.0116 0.0012
Si 23.1438 12.2198 17.6732 -0.0009 -0.0107 -0.0014
Si 25.8547 14.9434 17.6907 -0.0023 0.005 0.0063
Si 28.5766 17.6758 17.6814 0.0011 0.0033 -0.0011
Si 25.8619 4.062 17.6657 0.0042 -0.0068 -0.0036
Si 28.5838 6.7974 17.6955 0.0013 -0.0043 0.0066
Si 25.8549 9.5064 17.69 0.001 0.0002 -0.0001
Si 28.5687 12.2371 17.6997 -0.0048 0.0064 0.0012
Si 0.0062 16.3274 19.0639 -0.0118 0.0066 -0.0005
Si 2.6952 2.7557 19.0739 -0.0038 -0.0124 -0.0041
Si 0.0042 5.4573 19.0737 0.0033 0.0048 -0.0032
Si 2.7227 8.1779 19.0587 -0.0085 0.0081 -0.0088
Si 0.0147 10.8927 19.0513 -0.0002 0.0034 -0.0047
Si 2.7141 13.6242 19.0743 0.001 0.003 0.0048
Si 5.4082 16.3605 19.0731 0.0055 0.0027 -0.0018
Si 8.1213 2.7489 19.0545 -0.0071 -0.0026 0.0028
Si 5.4169 5.4671 19.0534 -0.0114 0.0072 -0.0016
Si 8.1138 8.2049 19.0314 -0.0013 -0.0026 0.0067
Si 5.4109 10.9205 19.0598 0.0073 0.0043 -0.0012
Si 8.1218 13.6339 19.0471 0.0065 0.0125 -0.0013
Si 10.8414 16.3352 19.0243 -0.0047 -0.0049 0.0039
Si 13.5898 2.7108 19.0045 -0.0012 0.0045 0.0141
Si 10.8439 5.4697 19.0226 0.0081 -0.0032 0.0103
Si 13.575 8.1573 19.0016 -0.0046 -0.012 0.0102
Si 10.8467 10.9084 19.018 0.0062 0.0083 0.003
Si 13.5808 13.5996 19.0198 0.0042 0.0004 0.003
Si 16.3235 16.2899 19.0028 0.0013 -0.0006 -0.0018
Si 19.058 2.6819 19.0151 -0.0015 0.0007 0.0027
Si 16.3298 5.4052 18.9942 -0.009 -0.0007 0.0032
Si 19.0586 8.1347 19.0138 0.0039 -0.0056 0.003
Si 16.322 10.8623 19.0093 0.013 -0.0029 0.0059
Si 19.052 13.5666 18.998 -0.0012 -0.0132 -0.0044
Si 21.7795 16.2807 19.0257 -0.0007 -0.0022 -0.0024
Si 24.4997 2.7045 19.0264 0.0141 0.0004 -0.003
Si 21.7861 5.4188 19.0297 0.0041 0.0033 -0.0049
Si 24.4932 8.1372 19.0424 0.0003 -0.0055 0.0004
Si 21.7779 10.8544 19.0177 -0.0016 0.0022 -0.0028
Si 24.4993 13.569 19.0492 -0.0075 -0.0041 -0.0002
Si 27.2107 16.3199 19.041 0.0088 0.0007 -0.0062
Si 29.9347 2.7101 19.0486 -0.0122 -0.0037 -0.0035
Si 27.2183 5.4154 19.0305 -0.0091 -0.002 -0.0046
Si 29.9468 8.1603 19.0615 0.0092 0.0148 0
Si 27.2087 10.8665 19.0589 -0.0009 -0.0154 -0.0039
Si 29.9258 13.6098 19.0567 0.0035 -0.0062 -0.0019
O 0.5988 11.6621 1.4391 -0.3926 0.2593 -0.1909
O 6.5883 0.802 1.4749 -0.0322 -0.2121 -0.0078
O 8.3117 2.7827 1.3103 0.4904 0.3556 -0.4276
O 3.3429 3.8272 1.4876 0.5412 0.1408 0.0311
O 8.0316 8.744 1.7749 0.366 0.3748 0.0178
O 9.0984 14.2515 1.4067 -0.0238 -0.0916 -0.364
O 14.9296 3.9429 2.3736 -0.1476 0.078 -0.5337
O 12.3399 6.4496 0.291 0.311 -0.2066 0.0211
O 13.7284 8.3449 1.2726 -0.0301 -0.1727 -0.0106
O 10.5103 10.6479 1.1836 -0.2812 0.003 0.0388
O 14.3285 13.9791 1.5471 0.0664 -0.3188 -0.0491
O 16.1113 15.5518 0.1011 -0.0713 0.3266 -0.1156
O 12.9201 19.6338 37.8935 0.0853 0.4885 0.282
O 16.7813 1.4168 2.2644 -0.3104 0.2422 -0.0379
O 20.5129 9.5386 38.1768 -0.0865 0.1453 0.7033
O 18.6093 7.3807 1.7092 0.0286 -0.2957 -0.0013
O 16.7481 15.624 39.0557 0.1548 -0.3022 -0.2239
O 19.8188 14.1621 1.6597 0.0127 -0.167 -0.462
O 18.8482 0.3055 1.3118 -0.1305 -0.1878 -0.1336
O 20.3535 4.1959 2.2745 -0.0888 0.0697 -0.5693
O 21.9217 6.2487 1.6491 -0.3407 0.0714 -0.1546
O 26.98 11.4888 36.8593 0.3222 -0.4412 0.1476
O 20.3038 9.1769 2.6043 0.2855 0.4006 0.3995
O 21.906 10.9382 1.551 0.1493 0.0491 -0.2909
O 24.0698 13.2606 1.4496 0.2902 0.1803 0.0068
O 26.1258 15.7424 1.4296 -0.0468 -0.325 0.0552
O 24.9402 3.8644 1.4636 -0.1906 0.0823 0.0362
O 23.926 7.8913 1.3046 -0.0216 0.2095 -0.335
O 25.8077 9.557 2.1655 -0.1547 -0.0335 -0.2623
O 27.6288 11.3893 1.467 -0.1873 0.3218 -0.2555
O 3.2221 10.0659 28.4061 -0.2288 -0.2041 -0.0189
O 22.5155 12.9663 28.5013 -0.4848 0.1513 0.0786
O 26.8424 5.2348 30.9656 0.0248 0.2712 0.0588
O 28.9192 12.3518 29.6652 -0.0124 -0.168 0.4148
O 3.8121 7.3086 33.7807 0.7131 0.3553 -0.1392
O 1.5891 7.1873 30.1549 0.288 0.1027 -0.0921
O 28.9293 10.8828 35.1642 0.1924 0.1123 0.2847
O -0.5824 8.1267 31.2594 -0.1924 -0.389 0.22
O -0.1464 16.3951 29.1617 -0.0698 0.2015 0.6123
O 0.6434 10.212 30.1808 0.2788 -0.2407 -0.2542
O 2.7446 11.4635 31.3352 0.2333 0.2954 0.1606
O 6.8893 9.7311 37.9561 0.1506 -0.313 -0.3207
O 11.3036 17.6105 34.3628 0.4152 -0.3486 0.1154
O -0.076 7.0795 36.3891 0.6285 0.1732 -0.5173
O 6.7609 14.9587 30.5557 0.5762 0.3697 0.1698
O 5.5629 11.0694 29.1669 0.2095 -0.0486 0.2395
O 10.2634 11.3531 31.3115 -0.404 -0.2918 0.5957
O 12.1847 18.1641 29.5133 -0.0267 0.1975 0.2076
O 4.1769 15.0787 29.9987 -0.1967 -0.2155 0.5694
O 21.5167 8.5863 0.37 -0.2663 -0.0265 -0.6276
O 19.4223 19.2273 36.8459 0.1645 -0.1947 -0.6707
O 19.1374 14.3782 29.6188 -0.0197 0.3426 0.0649
O 7.713 6.8435 33.8757 -0.044 0.3146 -0.2132
O 11.8285 9.3309 30.6341 0.4486 0.0308 -0.0276
O 13.6211 13.4671 28.9971 -0.2886 0.1662 0.5004
O 16.8757 16.9565 31.2992 0.1026 -0.4975 0.2275
O 7.2481 11.8831 36.6426 -0.5007 -0.3155 -0.1493
O 21.6553 15.7644 31.6277 -0.3961 -0.3368 -0.2554
O 20.1562 4.1173 29.9558 0.1319 0.1943 0.4273
O 22.9018 6.6388 29.8652 -0.3209 0.1769 0.1644
O 19.3114 7.4765 31.3552 0.0842 -0.4284 -0.0407
O 21.1245 9.8604 29.6632 0.5698 -0.2211 0.135
O 24.4303 19.0277 34.0662 0.0781 0.4074 -0.0678
O 29.0108 18.0207 36.2237 0.0754 0.4374 -0.2575
O 30.7551 19.222 31.8764 0.6514 -0.1402 -0.1127
O 29.2195 18.7147 29.7725 0.2074 -0.1777 0.1748
O 9.2923 12.8754 35.6671 0.055 -0.0369 0.6298
O 8.9821 21.1322 38.5342 -0.1577 -0.1261 -0.2328
O 3.0359 5.0169 32.6836 0.3258 -0.0856 -0.4029
O 18.4613 12.007 1.8488 -0.2356 -0.3176 0.0084
O 5.8304 16.8175 28.9535 -0.0892 -0.068 -0.2637
O 23.1117 17.1809 38.2744 0.5059 -0.1995 0.3773
O 27.6391 8.0198 34.6964 0.1414 0.4975 0.3164
O 28.1332 14.5105 30.8219 -0.0979 -0.1302 0.4455
O 12.1175 3.9679 0.0859 0.216 0.1344 0.1953
O 5.3846 17.0187 31.4408 -0.2425 0.473 -0.2933
O 28.2468 14.9663 37.5163 -0.3993 0.0784 0.113
O 2.2055 16.3506 36.7692 -0.4244 -0.3031 -0.1463
O 27.0409 2.9612 0.2153 -0.1364 -0.4364 -0.0637
O 10.8631 18.7193 36.69 -0.5455 -0.1471 -0.0207
O 18.5928 18.5371 29.1939 -0.1341 0.0553 -0.3406
O 28.4558 7.0424 29.8918 -0.0521 0.4573 -0.0254
O 21.1852 21.1397 36.8181 -0.3135 0.6698 0.0987
O 16.4063 8.1811 0.5246 -0.2331 -0.1916 -0.1925
O 25.7122 16.8929 33.2374 -0.0822 -0.2036 0.2622
O 12.0369 8.7643 35.1576 0.3546 0.5318 -0.0655
O 22.6578 6.9125 32.3462 -0.1043 -0.0526 0.0004
O 4.9096 13.7304 33.1481 -0.5674 -0.1914 0.0777
O 10.0928 16.1062 32.592 -0.148 -0.2823 -0.0166
O 12.6709 15.4847 36.627 -0.5927 0.2369 -0.2208
O 23.4424 14.9408 36.9215 -0.3267 -0.143 -0.0436
O 24.2793 12.0544 30.2352 0.3267 -0.1731 0.0247
O 30.3815 6.479 0.709 -0.0357 -0.3991 0.0256
O 13.8091 0.1613 0.897 -0.056 -0.018 -0.6273
O 14.3411 8.3723 36.2721 -0.1301 -0.176 0.3918
O 24.4151 13.0904 35.2617 -0.4386 -0.2882 -0.0623
O 3.16 15.6533 32.9297 -0.4248 -0.5735 -0.5216
O 7.0532 6.5291 38.2932 -0.4959 -0.1411 -0.4326
O 27.4563 16.7553 29.6962 -0.4194 0.0683 0.1271
O 0.4607 6.8741 38.9698 0.5026 0.1572 -0.0944
O 12.0753 17.2354 38.4963 -0.2829 -0.4246 0.2492
O 24.2849 4.9564 31.4387 -0.5616 -0.0928 0.209
O 10.65 10.8464 34.6739 0.205 -0.0708 -0.0825
O 5.5826 18.9364 37.6606 0.3233 0.307 -0.1001
O 3.5296 9.8157 33.1919 0.0152 0.2114 0.2914
O 25.6339 15.4192 31.1913 -0.1662 -0.1241 -0.3008
O 20.0561 12.1235 30.4729 0.4079 0.28 -0.1245
O 29.9537 20.3771 34.2 -0.3274 0.3519 -0.073
O 7.074 11.7872 0.2292 0.0919 -0.4464 0.064
O 0.5579 5.8441 32.1937 -0.4546 -0.1315 0.4268
O 30.291 13.3532 37.7726 0.0192 0.0886 -0.6084
O 15.7549 9.7293 31.5611 -0.5972 -0.0139 0.0926
O 27.9565 7.3436 0.1875 -0.2714 0.3529 -0.1786
O 11.8208 13.211 35.2998 -0.0239 0.1523 -0.1691
O 1.6328 5.2278 37.2325 0.1013 -0.3673 0.1624
O 16.9093 8.1085 36.4165 0.363 -0.0736 -0.3554
O 23.3749 17.3159 35.7445 0.3596 -0.1695 0.1606
O 3.5134 14.0823 37.6455 -0.5203 -0.3745 -0.0593
O 1.3717 19.8652 31.1942 -0.4517 0.2193 -0.2973
O 10.7036 8.8303 32.8944 -0.0345 0.0607 -0.0451
O 1.0232 17.9256 38.5478 -0.4288 0.0529 -0.1642
O 22.3139 17.4911 33.4143 -0.5194 0.2369 -0.1831
O 23.86 7.7613 36.9876 0.3285 0.2241 0.4097
O 22.1997 11.2412 31.6583 -0.1266 0.0884 0.5101
O 21.159 16.0673 29.1126 0.4685 -0.0356 -0.3943
O 3.3495 5.2431 35.268 0.0124 -0.6136 -0.1693
O 18.9512 16.0985 35.1417 0.0081 0.0182 0.1119
O 4.2109 21.2249 37.6835 0.3359 0.2073 0.1398
O 9.0599 18.4363 33.6111 0.0507 0.3192 0.0486
O 3.1756 7.2616 37.0608 -0.0651 -0.054 0.4344
O 0.1544 12.2215 31.7619 -0.0288 0.6228 0.4474
O 25.0182 5.752 38.0969 0.592 0.2448 0.1041
O 5.4984 5.2993 33.7525 -0.1161 -0.512 0.5581
O 10.0964 12.985 33.298 -0.1321 0.1493 0.1371
O 12.9407 13.1092 37.6661 0.6321 -0.2418 0.1539
O 14.9952 20.2976 29.9004 -0.1668 0.0499 0.0299
O 19.5196 7.8589 28.8132 0.243 -0.5239 -0.1163
O 11.2817 14.0096 31.3185 0.566 -0.1934 0.1204
O 30.4423 8.0019 37.4793 0.1197 -0.3949 0.3697
O 25.6565 6.5384 35.5691 -0.371 0.0897 -0.3988
O 17.5286 6.3708 29.7674 -0.4615 -0.4284 0.6693
O 14.1178 15.5149 38.8029 -0.1964 -0.2645 0.0438
O 30.4784 16.1652 37.5875 0.3153 0.0707 -0.1149
O 18.6568 17.3145 38.4449 0.5927 -0.1018 -0.015
O 30.8762 10.5577 31.133 -0.6307 -0.1835 0.0269
O 25.9934 14.184 33.4504 0.61 -0.014 -0.0838
O 21.163 16.1435 36.6494 -0.1463 -0.0652 0.2054
O 5.1329 9.0343 1.0127 0.2192 0.0843 0.3484
O 23.0953 17.4946 30.0506 0.1593 0.0106 0.3585
O 13.2463 18.9681 35.3763 0.3972 -0.0741 -0.5639
O 16.9218 5.6485 37.3883 -0.0483 -0.1552 -0.2647
O 5.5819 16.1869 33.8898 0.3737 -0.1405 0.1767
O 25.9913 14.9058 36.2853 -0.3331 0.2955 0.0508
O 9.3609 8.5332 35.1137 -0.3116 0.2429 0.222
O 8.3963 18.7955 31.1942 0.5401 -0.4834 -0.1517
O 31.6665 18.4049 34.198 -0.0598 -0.215 0.3998
O 29.3066 9.2406 33.1494 0.2414 0.0145 -0.3523
O 22.8444 8.1211 34.5944 0.5671 0.2085 -0.321
O 3.9347 18.1293 33.3033 -0.1221 0.7182 0.4262
O 19.8492 13.8757 36.1715 0.2339 0.0068 0.5953
O 4.7153 16.4212 37.2286 -0.0749 0.039 0.144
O 8.6187 6.1548 36.2222 0.0284 -0.4895 -0.2044
O 7.346 14.5066 35.9146 -0.4154 0.0403 0.274
O 8.4712 6.7761 0.1776 -0.1175 -0.3573 0.3451
O 23.6868 15.2439 33.1122 0.0191 -0.5409 0.0059
O 24.96 12.9977 37.7964 -0.2685 -0.0276 0.3246
O 26.1751 9.4535 29.8961 0.2611 -0.1628 0.1068
O -0.7735 21.1949 37.8468 0.0488 0.0605 0.1396
O 10.7685 14.094 38.7499 0.0238 0.2064 -0.4915
O 0.9865 20.103 33.8032 -0.2894 0.218 0.2523
O 29.2406 17.8728 33.5828 0.0502 -0.5387 -0.309
O 28.0983 13.4168 35.4424 0.2207 0.0602 -0.5147
O 14.3066 5.0452 32.2256 0.4377 0.4156 0.1396
O 21.3776 19.0554 38.5688 -0.1602 -0.3535 -0.0035
O 4.3528 9.4343 30.6706 -0.1131 -0.3633 0.047
O 7.1674 17.0428 36.7382 -0.0172 0.5677 -0.4218
O 9.1829 15.7017 37.5408 0.3321 0.4044 -0.1779
O 30.7838 18.761 37.9744 0.6297 -0.2238 -0.0902
O 10.101 15.8818 29.9988 -0.4128 0.2837 0.1741
O 15.651 9.125 34.1899 -0.3355 -0.2397 -0.1497
O 5.3142 11.3411 32.2743 0.3645 -0.1846 0.0311
O 16.1346 10.5897 36.2865 -0.187 -0.0096 0.0239
O 11.6739 11.5438 29.2771 0.0098 0.1531 -0.0995
O 20.3299 11.3027 36.1812 -0.168 -0.1259 -0.1041
O 10.4754 7.0659 30.8286 -0.5977 0.1686 -0.0315
O 12.1713 7.4646 37.4615 0.3241 -0.1243 0.0523
O 17.2282 19.4893 38.269 -0.1283 -0.0535 0.7599
O 2.4963 17.4948 31.2051 0.0754 -0.3465 -0.3723
O 3.0693 18.8586 37.2469 -0.1563 -0.1322 -0.383
O 28.4599 9.1092 38.6677 -0.3712 0.3012 -0.035
O 21.2513 15.1643 34.2181 -0.1526 -0.3751 -0.224
O 19.9045 10.0108 32.0021 -0.2935 0.1956 0.3727
O 18.5028 19.0762 31.7491 0.1486 0.2627 0.523
O 16.6099 5.6907 1.395 -0.3058 -0.0247 -0.4586
O 16.7957 7.6141 39.065 -0.6236 0.4213 0.0475
O 2.3128 8.9384 35.2792 -0.417 0.3427 -0.1382
O 12.7854 7.3091 32.0493 0.3746 0.3508 -0.0191
O 25.318 10.6145 38.7423 -0.6391 0.1062 -0.5099
O 14.5903 17.3303 30.0656 0.0393 0.1882 -0.4111
O -0.0425 5.4532 29.1107 -0.1965 -0.2125 0.1374
O 9.3444 10.6517 38.0947 0.2019 -0.2482 -0.3074
O 27.5604 7.1478 37.2019 0.2151 -0.1478 -0.0198
O 15.6853 15.0772 29.6915 0.05 -0.2455 0.362
O 14.3589 17.5498 37.2279 0.6975 -0.0064 0.1413
O 6.4826 6.3178 31.6002 0.0306 0.5883 0.0907
O 11.5207 14.1027 0.2463 0.0431 -0.2396 0.2307
O 27.9572 16.0218 35.0142 0.0258 -0.2014 -0.506
O 19.0188 7.3256 37.7907 0.1476 -0.0591 -0.1633
O 26.0389 19.3085 32.0709 0.3928 -0.0989 -0.1598
O 23.8202 19.8679 38.5223 0.3059 -0.1198 -0.1837
O 16.4053 13.2807 36.4806 -0.2325 0.4649 0.1758
O 4.9059 5.4499 29.5487 -0.4049 0.4387 -0.1014
O 6.1059 13.9397 38.384 0.0439 0.3431 -0.4947
O 30.1969 13.0066 31.842 -0.2728 0.3419 0.6005
O 18.944 12.5506 34.1823 0.5445 0.1687 -0.1063
O 16.3019 15.6879 35.2714 -0.1252 0.1775 -0.0894
O 12.4135 16.4067 31.3778 0.2965 -0.16 0.194
O 1.385 17.4888 33.6151 -0.0947 -0.2265 -0.1575
O 9.0572 16.2404 34.9888 -0.2369 -0.1489 -0.1059
O 21.8666 11.8488 38.2947 0.1879 0.1092 -0.2897
O 7.8938 4.4476 32.9321 0.3739 0.083 -0.0393
O 15.9841 19.3169 32.1865 -0.0385 0.2655 0.4841
O 7.1142 4.3551 30.0237 0.1058 -0.0333 0.2918
O 10.3255 6.3406 34.2085 0.1071 0.2106 -0.369
O 28.5291 17.5757 38.7499 -0.4456 0.4988 -0.4419
O 27.9398 5.4499 35.1569 -0.5413 -0.2667 -0.2427
O 7.0428 12.5418 34.0875 0.1513 -0.0534 0.0975
O 5.135 8.1502 39.0559 -0.6997 -0.261 0.1973
O 26.8139 8.9371 32.366 0.1893 0.2343 0.3308
O 17.5648 8.9906 29.9825 0.4279 0.2081 -0.1664
O 27 18.5768 34.5667 -0.1505 0.3048 0.225
O 3.0693 10.7956 0.8438 0.0127 -0.0052 -0.2487
O 21.2889 7.6858 36.5844 -0.3316 -0.2858 -0.5329
O 4.4354 9.4956 36.8675 0.3676 0.3304 -0.3992
O 30.5901 14.5057 29.7741 -0.0426 0.2301 0.2382
O 17.0017 11.1901 33.2072 -0.2591 -0.0063 0.1058
O 22.0927 19.5597 35.0024 -0.6348 -0.12 -0.3086
O 8.7865 13.4392 31.0198 0.0354 0.0225 -0.3868
O 3.4173 19.478 29.6331 0.0869 -0.2112 -0.0763
O 13.4571 18.94 31.6808 -0.4333 0.1934 0.6381
O 26.5098 11.7338 34.2824 0.2213 -0.4457 -0.2067
O 29.3786 4.8301 30.9676 0.3636 0.1427 0.4753
O 17.8985 8.7563 33.0745 -0.1142 -0.2489 0.3625
O 9.6143 7.3441 38.2898 -0.0938 0.2524 -0.0441
O 22.5496 10.0033 36.5438 0.7553 0.2147 -0.0014
O 30.9818 9.0432 35.1546 0.067 0.1674 0.0775
O 20.4611 7.9764 33.5786 -0.1716 0.1781 0.681
O 14.2618 13.9276 35.3349 -0.3522 -0.3125 -0.4026
O 20.6399 18.0181 30.8117 -0.0644 0.0277 0.4602
O 22.2243 1.959 0.1145 -0.322 0.09 -0.1379
O 18.0306 13.1896 31.7522 0.006 0.2929 0.201
O 24.4119 9.8828 31.763 -0.186 -0.418 0.5541
O 19.7013 20.9898 38.8286 0.177 0.5853 -0.4203
O 17.2857 17.8344 36.2467 -0.6437 0.3263 -0.0823
O 6.5274 18.6136 33.1631 -0.0139 0.4697 0.3713
O 17.167 11.6895 38.4144 0.2943 -0.263 0.0609
O 2.0384 9.5497 37.9334 -0.4729 0.0749 -0.2346
O 3.8197 14.8234 35.2939 -0.3075 -0.3621 -0.0507
O 12.783 6.2522 35.2842 0.2035 -0.2453 -0.0482
O 12.3426 12.2509 2.2646 0.0045 0.1675 -0.3335
O 0.8678 18.5122 35.9761 -0.2638 0.1432 0.0908
O 30.589 10.6346 37.8074 0.1939 0.0221 -0.6044
O 11.2157 20.3388 34.6682 -0.4819 0.115 -0.4102
O 29.5573 20.7897 36.8718 -0.5602 -0.0515 0.0603
O 17.3758 17.6221 33.7017 0.1557 -0.0002 -0.0574
O 24.3225 12.2388 32.8318 -0.4265 -0.0332 0.0283
O 1.5608 8.1782 32.7464 -0.0367 0.3891 0.0184
O 28.3891 6.8147 32.459 0.4916 -0.2788 0.4503
O 25.0109 7.4382 31.1939 0.4661 -0.2803 -0.147
O 15.2477 20.0721 36.6753 0.113 0.051 -0.6182
O 23.5431 5.2654 35.9503 0.1902 -0.4855 -0.2221
O 0.3496 7.0965 0.201 0.0615 0.1739 -0.407
O 16.4883 13.5966 33.8397 -0.3747 0.324 -0.3185
O 12.0657 5.0327 30.9097 0.1982 -0.6513 0.026
O 30.3201 6.4666 35.2793 0.1624 0.0877 -0.5208
O 31.043 11.2176 33.6209 0.4663 0.1412 0.2786
O 21.5288 5.7397 34.3534 -0.4246 -0.2728 -0.1201

Results
total energy: -213902.711 eV
total energy less fixed offsets of O -438.35, Si -107.03 eV per atom: -5.841 eV
